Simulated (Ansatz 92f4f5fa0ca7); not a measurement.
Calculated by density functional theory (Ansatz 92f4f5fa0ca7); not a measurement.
Periodic cell of 222 atoms, Si131O89As1H1, from a study of silicon, its oxide and their interface. The atomic structure is a simulated model.
Doubt: the cutoff is far below the 930 eV that the study's wrapper takes by default for these files, so forces and energies are approximate.
This geometry differs little from another in the collection (a relaxation step or a small displacement).

Settings
functional: PBE
potential files: Ansatz PAW
basis: plane waves
wave-function cutoff: 580 eV
density cutoff ratio: 5
exchange-correlation grid ratio: 1
k mesh: 1 x 1 x 1, Gamma-centred
self-consistency stop: 5e-08 eV per atom in the density residual
occupations: fixed
spin: none
net charge: 0

Cell vectors (angstrom)
a  10.938  0  0
b  0  10.938  0
c  0  0  32.6655

Atoms: element, x, y, z (angstrom)
Si  -0.219  0.3007  25.2656
Si  5.7359  -0.243  25.2556
Si  2.499  3.0096  25.1619
Si  8.4878  2.5317  25.2238
Si  0.2534  5.2678  25.1205
Si  5.2671  5.7313  25.1479
Si  3.0219  7.9827  25.1837
Si  7.9751  8.4608  25.2129
Si  1.3819  1.435  26.5415
Si  6.8734  1.3813  26.5158
Si  4.1083  4.1372  26.4657
Si  9.6246  4.1328  26.5098
Si  1.398  6.8405  26.4664
Si  6.8345  6.8551  26.5146
Si  4.1311  9.5567  26.5453
Si  9.5748  9.6004  26.5159
Si  2.7355  0.0062  27.8672
Si  8.2065  0.0038  27.9118
Si  0.0024  2.7568  27.9227
Si  5.4621  2.7454  27.8476
Si  2.737  5.4714  27.8818
Si  8.2083  5.4715  27.861
Si  0.0097  8.1986  27.848
Si  5.4764  8.1933  27.9235
Si  4.1018  1.3673  29.2473
Si  9.5708  1.3673  29.2473
Si  1.3673  4.1018  29.2473
Si  6.8362  4.1018  29.2473
Si  4.1018  6.8362  29.2473
Si  9.5708  6.8362  29.2473
Si  1.3673  9.5708  29.2473
Si  6.8362  9.5708  29.2473
Si  0  0  30.6145
Si  5.469  0  30.6145
Si  2.7345  2.7345  30.6145
Si  8.2035  2.7345  30.6145
Si  0  5.469  30.6145
Si  5.469  5.469  30.6145
Si  2.7345  8.2035  30.6145
Si  8.2035  8.2035  30.6145
Si  1.3673  1.3673  31.9818
Si  6.8362  1.3673  31.9818
Si  4.1018  4.1018  31.9818
Si  9.5708  4.1018  31.9818
Si  1.3673  6.8362  31.9818
Si  6.8362  6.8362  31.9818
Si  4.1018  9.5708  31.9818
Si  9.5708  9.5708  31.9818
Si  2.7345  0  0.6835
Si  8.2035  0  0.6835
Si  0  2.7345  0.6835
Si  5.469  2.7345  0.6835
Si  2.7345  5.469  0.6835
Si  8.2035  5.469  0.6835
Si  0  8.2035  0.6835
Si  5.469  8.2035  0.6835
Si  4.1018  1.3673  2.0507
Si  9.5708  1.3673  2.0507
Si  1.3673  4.1018  2.0507
Si  6.8362  4.1018  2.0507
Si  4.1018  6.8362  2.0507
Si  9.5708  6.8362  2.0507
Si  1.3673  9.5708  2.0507
Si  6.8362  9.5708  2.0507
Si  0  0  3.418
Si  5.469  0  3.418
Si  2.7345  2.7345  3.418
Si  8.2035  2.7345  3.418
Si  0  5.469  3.418
Si  5.469  5.469  3.418
Si  2.7345  8.2035  3.418
Si  8.2035  8.2035  3.418
Si  1.3676  1.3466  4.8044
Si  6.8384  1.344  4.7943
Si  4.1103  4.0907  4.6972
Si  9.573  4.0901  4.7905
Si  1.3641  6.857  4.765
Si  6.8371  6.8237  4.7887
Si  4.085  9.5741  4.8446
Si  9.5432  9.5958  4.7664
Si  2.6939  -0.0302  6.2697
Si  8.1316  -0.0583  6.215
Si  -0.0382  2.7043  6.1646
Si  5.4191  2.7098  6.0848
Si  2.7514  5.4476  6.0352
Si  8.2138  5.441  6.1659
Si  0.0221  8.2586  6.1133
Si  5.423  8.147  6.1957
Si  3.7923  1.6874  7.4532
Si  9.7522  1.0851  7.4591
Si  1.5778  3.9412  7.3551
Si  6.5908  4.2355  7.4013
Si  4.3303  6.4538  7.4409
Si  9.3777  7.1107  7.3551
Si  1.0647  9.7695  7.6237
Si  7.0064  9.2197  7.5594
O  1.3682  4.1223  24.6407
O  6.8473  9.5784  24.7144
O  2.6704  2.8232  7.8899
O  8.2271  8.1662  7.8651
O  5.5061  5.3789  7.8832
O  -0.0606  -0.0083  7.9736
O  4.1382  6.8584  24.6612
O  9.5889  1.3924  24.7133
O  1.4651  9.1177  9.1043
O  1.1108  4.8203  8.6741
O  9.0493  1.648  8.8372
O  6.3748  9.4798  9.0702
O  4.4271  1.2306  8.8978
O  3.6374  6.8453  8.8691
O  7.076  3.4496  8.7749
O  10.1561  6.7353  8.7616
O  3.1707  2.3461  23.8091
O  5.0431  0.415  23.9232
O  7.8821  3.247  23.8742
O  10.5481  5.9376  23.7484
O  8.6166  7.7934  23.8547
O  2.3829  8.6712  23.8299
O  5.9476  5.1004  23.7799
O  0.517  10.6071  23.9452
Si  2.1479  9.4423  10.5598
Si  2.9232  14.0344  12.2681
Si  5.2591  5.0536  12.2802
Si  3.9053  1.1281  23.009
Si  8.0903  7.3116  16.9124
Si  7.6457  3.1521  12.299
Si  -3.0948  12.3426  16.5851
Si  12.8378  12.1744  14.5535
Si  1.244  5.2001  11.6991
Si  8.2608  11.2374  12.4275
Si  5.8903  3.3172  18.072
Si  3.7412  10.1227  17.7829
Si  12.245  9.4  13.4664
Si  3.6187  6.928  10.4876
Si  6.4878  9.9158  10.6304
Si  1.6631  9.9005  23.039
As  3.9996  4.4119  15.8773
Si  3.9107  10.0796  14.7232
Si  5.9367  6.5424  14.9253
Si  7.1696  4.3889  22.9549
Si  11.8049  4.867  14.8394
Si  8.5438  3.0872  9.3887
Si  6.8252  9.9667  17.9689
Si  8.456  0.2774  20.4537
Si  10.8193  7.6943  15.6967
Si  1.0276  9.0913  18.2248
Si  4.0455  0.8542  10.4324
Si  9.1176  3.3987  14.9538
Si  6.0574  2.2043  21.018
Si  9.3338  6.666  22.9194
Si  10.4702  8.8659  20.9999
Si  10.6367  5.3022  9.3303
Si  -2.3877  4.6861  17.8677
Si  1.4157  1.0342  17.5216
Si  9.9844  13.198  18.7867
Si  6.4135  -1.6844  13.3788
O  9.5946  14.793  18.8284
O  4.445  4.0315  17.5641
O  13.1886  6.3176  11.1051
O  7.8353  -0.8779  13.5157
O  3.828  4.3903  12.6852
O  8.5717  12.7913  15.184
O  9.571  12.3878  20.142
O  5.2877  10.943  10.9795
O  -8.8407  13.4234  13.5441
O  -0.1903  5.4183  10.9559
O  6.5329  2.3172  16.958
O  8.2465  5.5252  22.4736
O  2.6254  10.9965  10.5337
O  0.5796  10.5788  17.7035
O  -3.679  10.8139  16.6236
O  11.2169  8.4559  14.3007
O  9.0725  1.5584  17.6415
O  11.7646  8.1009  16.9542
O  2.7818  0.0411  22.5456
O  1.1386  9.2109  11.8495
O  6.5706  3.6247  21.6469
O  8.8248  6.2929  17.9704
O  -3.7866  8.3982  17.6738
O  4.0173  9.5497  16.2634
O  0.91  -1.6305  21.7384
O  7.9156  10.6498  10.9217
O  3.8767  13.047  11.4388
O  7.2907  1.6096  12.6683
O  12.1949  12.553  15.9991
O  11.0122  6.0906  15.5459
O  2.2394  4.5792  15.7861
O  1.7374  14.6275  11.3182
O  0.9776  10.9839  13.86
O  9.2484  8.0318  16.0108
O  6.1367  8.0776  14.4646
O  6.3195  3.9435  11.7754
O  6.0097  5.6918  13.5677
O  9.919  7.4412  21.5995
O  4.6956  14.2276  14.9328
O  0.662  13.0557  18.4967
O  8.7159  4.1988  16.3142
O  8.3958  -7.0434  13.5671
O  -3.1733  -0.4486  19.1763
O  3.3677  11.5929  14.8239
O  7.1302  6.342  15.9983
O  4.5021  17.0468  15.6865
O  4.6627  1.7201  21.7023
O  5.6563  2.4813  19.4509
O  5.2473  10.1536  18.4289
O  1.1855  5.3627  13.3223
O  4.924  6.2005  11.1548
O  6.3205  8.7529  11.807
O  2.6536  9.1369  18.5552
O  9.2904  10.0081  21.1975
O  7.216  1.0406  21.2258
O  5.2333  10.277  13.8263
O  10.7467  3.6088  14.8004
O  2.8446  -1.8347  13.9364
O  10.9636  8.6583  19.4415
O  3.4913  8.5295  10.8014
O  9.5484  4.2215  8.817
O  8.626  3.1348  10.9974
O  7.0038  4.4721  18.3675
O  3.0062  0.6815  17.8205
O  9.8027  11.6886  12.4378
H  10.4708  11.4122  13.1017

Results
free energy: -138761.363 eV
free energy less fixed offsets of As -4856.12, H -15.97, O -568.88, Si -635.61 eV per atom: 5.957 eV

Forces (eV/angstrom), in the order of the atoms: element, x, y, z
Si  -0.0836  0.0918  -0.0369
Si  0.0944  -0.1234  -0.0681
Si  -0.119  0.1149  -0.0611
Si  0.0957  -0.0543  -0.0204
Si  0.0841  -0.1109  -0.0396
Si  -0.0893  0.1142  -0.0426
Si  0.1202  -0.1166  -0.0619
Si  -0.1214  0.0655  -0.0172
Si  -0.0565  0.046  0.0316
Si  0.0483  -0.0323  0.0452
Si  -0.0346  0.0531  0.0407
Si  0.0465  -0.0595  0.0294
Si  0.0396  -0.0459  0.0415
Si  -0.0369  0.0787  0.029
Si  0.0733  -0.0367  0.028
Si  -0.0423  0.046  0.046
Si  0.001  0.0008  -0.0013
Si  -0.0007  -0.001  -0.0519
Si  -0.0071  0.0107  -0.0658
Si  0.0116  -0.0042  -0.0092
Si  -0.0003  0.003  -0.0357
Si  0.0031  0.0016  -0.0162
Si  -0.002  0.01  -0.0105
Si  0.001  -0.0098  -0.0671
Si  0.0472  0.0564  -0.1576
Si  0.0169  0.0446  0.2449
Si  0.1298  0.1564  0.2592
Si  -0.022  -0.0103  -0.1999
Si  -0.0807  -0.0982  0.2152
Si  0.0531  0.0336  -0.1811
Si  -0.0237  -0.0228  -0.174
Si  0.0341  0.0225  0.2756
Si  -0.0196  0.0393  -0.01
Si  0.0377  -0.011  -0.009
Si  -0.017  0.0458  -0.0122
Si  0.0271  -0.032  -0.0069
Si  0.0531  -0.006  -0.0076
Si  -0.0309  0.024  -0.0096
Si  0.045  -0.023  -0.009
Si  0.0007  0.0513  -0.0117
Si  0.032  -0.0159  -0.0105
Si  -0.0218  0.0176  -0.0193
Si  0.0312  -0.0334  -0.0121
Si  -0.0085  0.0295  -0.0303
Si  -0.0464  0.0205  -0.0203
Si  0.011  -0.0223  -0.0151
Si  -0.031  0.0123  -0.0201
Si  0.0059  -0.0284  -0.0102
Si  0.016  -0.0009  0.0249
Si  -0.0031  0.0246  0.0234
Si  -0.0529  0.03  0.0002
Si  0.0176  -0.0079  0.0296
Si  0.001  0.0092  0.0203
Si  0.031  -0.0359  0.0172
Si  0.024  -0.006  0.0308
Si  -0.009  0.011  0.0039
Si  -0.0765  -0.0112  0.0011
Si  0.0605  0.0048  0.0026
Si  -0.0162  -0.0559  0.0064
Si  -0.0274  0.0384  -0.0065
Si  0.0646  0.0113  0.0098
Si  -0.0488  -0.0059  0.0055
Si  -0.0174  -0.0011  0.0154
Si  -0.0281  -0.0726  0.0179
Si  -0.0626  0.1429  -0.0831
Si  -0.123  -0.139  0.2104
Si  -0.1881  -0.3166  -0.2511
Si  -0.0159  -0.0738  0.0795
Si  -0.0535  -0.0148  0.0309
Si  0.2203  0.1272  -0.3751
Si  0.1139  0.2033  0.0423
Si  -0.0521  -0.0827  -0.0564
Si  0.0072  -0.0051  0.0235
Si  -0.0141  -0.03  0.0668
Si  0.0042  -0.0117  0.0919
Si  -0.0083  0.0153  0.0115
Si  0.0349  0.0127  0.0561
Si  -0.0124  0.0191  0.0152
Si  -0.017  -0.007  0.0198
Si  0.0159  -0.0072  0.0621
Si  -0.0353  0.0142  -0.0386
Si  -0.0251  -0.0372  -0.0612
Si  0.0511  0.0021  -0.0229
Si  -0.0287  0.0314  -0.0596
Si  0.0007  -0.0468  -0.0592
Si  -0.0423  -0.0424  -0.0404
Si  -0.0326  0.0352  -0.0757
Si  0.0573  -0.0228  -0.0256
Si  -0.0288  0.0655  0.0389
Si  0.0245  -0.1145  0.0839
Si  0.0915  -0.0512  0.0244
Si  -0.083  0.0428  0.041
Si  0.0784  -0.0694  0.0617
Si  -0.0513  0.1369  0.1154
Si  -0.0731  0.0609  0.0989
Si  0.055  0.005  0.0516
O  0.0066  -0.015  0.0381
O  -0.0167  0.0178  0.0455
O  -0.0329  0.0254  -0.0286
O  0.008  -0.0273  -0.0354
O  -0.0084  -0.0019  -0.042
O  0.0403  -0.0061  -0.0457
O  -0.0041  0.0059  0.0435
O  0.0183  -0.0092  0.0406
O  -0.0044  -0.0053  -0.0628
O  0.0017  -0.0095  -0.0596
O  0.005  0.0241  -0.0694
O  -0.005  -0.0234  -0.0556
O  -0.0051  0.0086  -0.0455
O  0.0063  -0.0061  -0.0628
O  0.0117  0.0063  -0.054
O  0.0009  -0.02  -0.0745
O  -0.0004  0.0015  0.0597
O  -0.0076  -0.0025  0.0744
O  -0.007  0.0056  0.0468
O  -0.0022  0.0106  0.0474
O  0.0119  -0.0064  0.0357
O  -0.0035  0.0075  0.0639
O  0.0044  -0.0095  0.0451
O  0.0022  0.0005  0.049
Si  0.0029  0.0214  0.0673
Si  -0.0108  0.0109  0.0285
Si  0.004  -0.0134  0.0472
Si  0.0224  -0.0037  -0.0983
Si  -0.0043  -0.0185  -0.0146
Si  -0.0285  -0.0033  0.0512
Si  -0.0135  0.0275  0.0017
Si  0.0048  0.0126  -0.022
Si  0.0381  -0.0276  0.0717
Si  -0.0004  -0.0136  0.013
Si  -0.0247  0.0062  -0.0056
Si  0.0023  0.0047  -0.0318
Si  0.0135  0.0113  0.0105
Si  0.0088  0.005  0.1047
Si  0.0125  -0.0062  0.0701
Si  -0.0072  -0.0012  -0.1006
As  0.0326  -0.048  -0.0231
Si  0.0047  0.0047  -0.0173
Si  -0.0324  -0.0079  -0.018
Si  -0.0047  -0.0143  -0.0936
Si  0.0343  -0.017  -0.0211
Si  -0.015  -0.0252  0.1224
Si  0.0108  0.0168  -0.009
Si  -0.0087  0.0081  -0.0104
Si  0.0166  -0.0209  -0.0212
Si  -0.025  -0.01  -0.0009
Si  0.0039  -0.004  0.0983
Si  0.0082  0.013  -0.0325
Si  0.0068  0.0022  -0.0686
Si  0.0008  0.0107  -0.0882
Si  -0.0074  0.0082  -0.0377
Si  -0.0124  0.0055  0.1117
Si  -0.0215  -0.0207  0.0011
Si  -0.0105  0.0062  -0.0274
Si  -0.0142  0.0003  -0.0121
Si  0.0147  -0.0054  -0.0097
O  0.0041  -0.002  0.0018
O  0.0605  -0.0325  0.0659
O  -0.0061  -0.007  -0.028
O  -0.0094  -0.0032  -0.0068
O  -0.003  -0.0031  -0.0108
O  0.0009  0.0047  0.0132
O  0.0101  0.0071  0.0089
O  -0.013  0.0135  -0.0381
O  -0.0029  -0.0144  0.0036
O  -0.0087  0.0063  -0.0596
O  0.0245  -0.0137  -0.014
O  0.0003  0.0006  0.0445
O  -0.0156  -0.0027  -0.0398
O  0.0052  0.0057  -0.0001
O  -0.0064  -0.0041  0.0118
O  -0.0021  -0.002  0.0083
O  0.0001  -0.0044  -0.0079
O  0.0031  0.0026  0
O  0.0005  0.001  0.0495
O  0.0043  -0.0022  -0.0177
O  0.0118  0.0177  0.0563
O  -0.0047  0.009  -0.0036
O  0.0002  -0.0008  0.0093
O  -0.0064  -0.0026  0.0294
O  0.0207  0.016  0.0555
O  0.0053  0.0134  -0.0175
O  0.0079  -0.0184  -0.0396
O  0.0172  0.0124  -0.0126
O  -0.0033  -0.0119  0.0198
O  -0.0176  0.0228  0.0157
O  -0.1278  0.0061  -0.0499
O  -0.0114  0.0224  -0.011
O  0.0024  -0.009  -0.0014
O  -0.0002  0.0083  0.0047
O  0.0034  0.0166  -0.0147
O  0.0188  -0.0006  -0.0237
O  0.0057  0.0015  -0.0042
O  -0.0067  -0.0148  0.0412
O  -0.0202  0.0608  0.0356
O  0.0089  -0.0041  0.0007
O  -0.0054  -0.0014  -0.0055
O  0.0074  -0.0113  0.007
O  -0.0037  -0.0075  -0.0126
O  0.0042  -0.016  0.0096
O  0.021  0.0048  0.0193
O  0.0553  0.0468  -0.0325
O  -0.0263  -0.0187  0.064
O  0.0176  -0.011  0.0247
O  -0.0114  -0.0043  -0.0001
O  0.0021  0.0023  -0.024
O  -0.0163  0.003  -0.0403
O  -0.0002  0.0109  -0.003
O  0.0051  0.0009  -0.0046
O  0.0182  -0.0135  0.0107
O  -0.0096  0.0129  0.0131
O  -0.0047  -0.0144  0.0117
O  -0.0339  -0.0187  0.0153
O  -0.0053  -0.0014  0.0019
O  0.0083  0.0043  -0.0026
O  0  -0.0133  -0.0476
O  0.0098  0.0146  -0.0534
O  0.0046  0.0026  -0.0493
O  0.0313  0.0069  -0.0023
O  0.003  -0.0077  0.0075
O  0.0449  -0.0346  0.0738
H  -0.0689  0.0186  -0.078

The program warned: the cutoff lies below the one the program advises for these potential files; the forces do not sum to zero within the program's tolerance; the exchange-correlation potential is rough where the density is thin.
